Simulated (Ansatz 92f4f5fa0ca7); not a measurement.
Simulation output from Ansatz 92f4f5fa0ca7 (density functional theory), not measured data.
Periodic cell of 130 atoms, Si86O44, from a study of silicon, its oxide and their interface. The atomic structure is a simulated model.

Settings: functional r2SCAN; potential files Ansatz norm-conserving; basis plane waves; wave-function cutoff 1300 eV; density cutoff ratio 4; exchange-correlation grid ratio 1; k mesh 2 x 2 x 1, shifted by 0.5 0.5 0.5 of a step; self-consistency stop 5e-08 eV per atom in the density residual; occupations Fermi-Dirac, 0.05 eV; spin none; net charge 0.

Cell vectors (angstrom)
a 10.88 0 0
b 0 10.88 0
c 0 0 19.1548

Atoms and the computed forces on them: element, x, y, z (angstrom), force x, y, z (eV/angstrom)
Si -1.0262 -2.2853 -0.8605 -0.7785 0.6099 -0.4986
Si 3.0718 2.4461 -0.1707 -0.7374 0.3895 -1.1996
Si -0.6059 5.1958 -0.6948 0.2005 1.1582 -2.2767
Si 2.9108 7.2291 0.2732 -0.0741 0.1808 -0.2645
Si 4.9991 1.065 -0.2085 -0.7331 -0.2651 -1.3536
Si 8.0416 2.1547 -0.2379 1.9617 1.8595 0.7467
Si 4.567 5.5121 -0.358 0.8383 1.2487 -0.7586
Si 8.1058 6.4894 -1.2903 0.5706 -1.0106 -0.7487
Si 1.1275 1.054 1.801 -0.1222 -0.1993 -0.899
Si 3.4977 4.3585 1.2007 -0.1187 -0.7897 -0.0253
Si 0.5652 6.981 0.136 0.7066 0.2635 -0.081
Si 3.7717 9.3821 0.9996 1.0155 0.4182 -1.1143
Si 6.6198 1.3174 1.3958 1.1695 -0.5453 0.4275
Si 9.9294 4.2054 1.3108 -1.1677 -2.034 1.0016
Si 6.6663 6.5216 0.5033 -0.2893 -0.3005 1.3339
Si 9.7331 9.7017 1.1925 1.123 0.4556 0.3269
Si 0.1336 2.9234 2.9218 -0.3758 -1.4642 0.0043
Si 2.8271 -0.2565 2.7326 -0.944 1.0203 0.7079
Si -0.1548 8.1254 2.714 -0.0722 0.2913 1.2129
Si 2.3681 5.7361 2.6437 0.471 1.1598 -1.5208
Si 5.5802 2.774 2.9575 0.6191 -1.4012 0.4914
Si 8.1976 -0.17 2.5277 -2.1316 0.5777 0.9378
Si 5.4652 8.3381 2.3017 -0.3545 1.1597 1.6063
Si 8.2521 5.2372 2.9082 1.0654 -0.4903 -0.5795
Si 1.4644 4.3281 4.129 -0.8708 -0.8989 2.2391
Si 3.9905 1.434 4.0781 0.4849 -0.4389 0.1487
Si 1.3584 9.454 4.1484 -0.1787 -0.3632 -0.1127
Si 4.0583 6.7782 3.7676 0.5462 0.3388 -0.0065
Si 6.7169 4.2261 4.3125 1.017 -1.1056 1.1404
Si 9.262 1.3789 3.9371 1.6095 0.7264 1.0204
Si 6.7468 9.4743 4.1252 0.1997 0.4246 -1.1759
Si 9.487 6.7777 4.1746 -0.7434 0.1445 0.2168
Si -0.0046 0.1308 5.523 -0.8236 -0.3489 -1.3063
Si 2.8605 2.9503 5.6307 -1.195 -0.8792 -0.9589
Si -0.1776 5.3201 5.648 0.6002 0.6484 -1.7296
Si 2.7534 7.9269 5.3665 -1.2189 0.4736 -1.2838
Si 5.3157 0.0351 5.4106 0.9117 0.7043 -1.0519
Si 8.0617 2.7027 5.5706 -0.7915 -0.6151 -0.8852
Si 5.2059 5.593 5.49 -0.0355 -0.8322 -1.1393
Si 8.068 8.0649 5.5199 1.2385 1.2334 -0.8408
Si 1.3346 1.5151 6.8822 -0.6177 0.9108 0.0563
Si 4.0884 4.2721 7.0695 1.9974 -0.7762 -0.3182
Si 1.1325 6.8466 6.6946 1.4 -0.3278 1.3873
Si 4.0012 9.4546 6.4452 -0.2454 -0.1371 0.2067
Si 6.5616 1.3987 6.8863 1.1491 -0.0184 0.3844
Si 9.384 3.9924 6.9125 -0.2715 -0.3686 0.9831
Si 6.502 6.9789 6.5726 -0.2041 -0.125 1.3665
Si 9.4766 9.5316 6.8272 0.6049 -0.0368 0.0516
Si -0.1697 2.797 8.4672 1.1969 -0.45 -0.1772
Si 2.813 -0.0328 7.7077 -0.1034 0.486 1.5799
Si 0.1276 8.2837 8.2516 -0.4529 0.6805 -0.8898
Si 2.6689 5.5809 8.1328 -1.4766 1.2326 0.7592
Si 5.9767 3.2581 8.4304 -0.8952 -0.7363 -0.5663
Si 7.9622 -0.1363 8.0994 -0.0489 1.5864 0.6743
Si 5.1688 8.2447 7.9323 0.6941 0.5326 0.9848
Si 7.9139 4.6523 8.6751 -1.1296 1.7657 -2.0036
Si 1.2795 4.4765 9.5726 -0.2323 -1.4927 0.6295
Si 4.4217 1.3798 8.9506 -1.2316 -0.3997 1.5072
Si 1.8143 9.4711 9.4243 1.1989 0.4464 -1.3059
Si 3.6201 7.3698 9.3401 -0.8074 0.5687 1.049
Si 6.0738 2.7961 10.908 0.9052 0.5446 -0.2528
Si 9.0604 1.4488 9.7069 -0.0721 -1.1068 0.1943
Si 6.4168 9.5988 9.4278 1.0017 0.4757 0.0303
Si 9.9908 7.8965 10.2648 3.0397 0.0063 0.934
Si 2.3148 -0.2365 14.4603 0.0736 -0.6133 -0.4099
Si 2.5135 2.9877 11.071 1.5349 1.0354 -1.9884
Si 1.0478 5.7953 11.5099 0.5688 -0.7994 -0.0364
Si 4.1543 6.6794 11.5979 -1.2991 -0.4659 1.1863
Si 5.8046 0.4786 10.8234 -1.3071 -1.4563 0.7033
Si 8.3844 3.2358 11.0803 2.1332 1.7867 0.2254
Si 4.5502 4.2423 11.8454 -0.9875 -0.5602 0.865
Si 8.067 9.1226 13.4835 -1.9413 1.6648 1.3959
Si -0.6178 -0.7859 15.6139 -0.1912 0.3539 -2.3592
Si 4.9334 9.4282 13.3538 -0.8441 1.6288 -0.5285
Si 13.3579 2.6378 15.8023 0.8828 -0.9473 -3.1722
Si 10.4011 4.9441 13.034 -0.328 -0.8278 -0.3177
Si 4.9707 3.8135 14.2032 1.468 0.9563 -1.8709
Si 12.0177 11.3896 11.858 -0.8513 -0.0355 2.06
Si -1.6673 1.2686 16.1162 -0.6733 -1.4012 -0.0075
Si -3.8842 2.8348 15.1806 -2.0781 1.3632 -0.7893
Si 11.2858 3.582 15.8254 -0.4534 1.6375 -2.4362
Si 7.9306 7.158 10.2639 -2.6909 -3.3141 1.8362
Si 6.0112 3.1769 17.249 -0.7755 -0.245 -0.9817
Si 7.1236 5.6531 14.9171 -2.442 -0.8041 0.2219
Si 7.9559 -4.0415 13.1786 1.6249 -0.5216 -0.9569
Si 9.0764 10.5021 11.7747 1.7056 0.7777 -1.1308
O -7.2423 -7.4401 -4.2013 -1.6513 -0.232 1.1504
O 1.7785 1.6928 0.4341 -0.0586 -0.0831 -0.5149
O 4.7542 3.7784 2.0679 -0.982 0.7622 -0.8873
O 2.7851 2.6123 -1.8494 0.6738 -0.1983 4.885
O 0.1566 4.5848 -2.1062 -0.725 0.2268 2.2225
O -0.3909 11.098 -6.7227 0.7306 1.2746 0.5838
O 4.411 10.4294 -0.2447 -0.9224 -1.6901 1.0857
O 0.0522 10.8575 1.1367 -0.1791 0.0533 0.1245
O 5.4618 1.5242 -1.8105 0.4273 1.7121 2.3518
O 7.4212 5.9324 -2.6737 -0.1765 0.9902 0.6354
O 6.6803 8.1578 1.1769 0.0339 -3.1389 -0.8017
O 9.4027 2.7618 0.5521 -1.4829 -0.2931 -0.7158
O 7.1336 5.4483 1.7424 -1.3701 2.3113 -2.1068
O 11.3896 6.7549 1.9373 -0.1039 0.2155 -1.5371
O -1.9754 4.4478 9.904 -0.5467 -0.9432 2.1262
O 0.91 -0.8544 14.9687 -0.7817 -0.1016 0.5126
O 1.43 2.1221 11.8968 -0.6634 -0.324 0.0626
O 4.8834 -0.2806 12.0449 0.7399 -1.0456 0.837
O 2.614 5.9716 12.0603 0.0199 1.7288 -0.3717
O 4.6028 7.856 12.7652 0.1769 0.6612 -0.6374
O -3.611 6.1987 9.0508 1.1674 0.2865 0.6154
O -3.4492 -4.5648 11.7107 0.0066 0.9772 -1.2221
O 3.3017 1.8722 10.1282 0.0565 0.0841 -0.4551
O 9.3853 3.8543 12.3182 -0.9026 -1.4899 -0.8765
O 7.287 3.4962 18.2168 0.1093 -0.8735 1.1471
O 1.3949 10.6694 10.474 0.1255 -0.9561 -0.8678
O 7.2198 8.5817 10.5145 -1.0161 0.3081 -0.8855
O 9.9618 9.3822 10.9351 -1.2373 -1.4317 -0.9091
O 7.8464 1.4616 15.215 0.2197 0.1674 -0.5441
O 2.231 10.8213 12.8969 -1.401 0.1889 -1.9252
O 6.4381 9.6661 14.0661 0.5551 -1.6921 -1.6967
O 10.4348 -1.4885 16.9962 0.616 -1.2927 2.7146
O 10.1894 2.4348 15.6701 -0.1887 -0.2026 0.8449
O 10.9529 4.4843 14.4681 0.5023 -0.3006 0.5051
O 13.5143 1.1173 15.1694 -0.6581 2.58 1.6466
O 14.607 9.8941 14.4772 2.8902 -2.519 -0.7599
O 11.1716 7.1858 11.2139 -0.5932 1.0854 -0.8764
O -2.2549 1.2849 17.6511 0.3522 -0.0239 0.3306
O -5.4356 5.4138 14.5652 1.9683 -0.8222 1.0121
O -2.5265 8.0988 17.6135 2.0379 -0.2477 1.1764
O 4.8915 4.4218 17.5115 0.7912 -0.2595 0.7054
O 7.8388 4.2029 14.7719 0.625 -1.0095 -0.3059
O 9.1354 9.2194 14.7354 0.518 0.6052 0.0356
O 9.5254 6.2916 13.1491 -0.8225 0.9761 1.0591

Results
free energy: -30529.811 eV
free energy less fixed offsets of O -463.61, Si -117.95 eV per atom: 12.729 eV
pressure: -0.75 GPa
stress xx, yy, zz, yz, xz, xy (GPa, positive in tension): 0.42, 0.9, 0.93, 1.44, 0.31, 0.06
